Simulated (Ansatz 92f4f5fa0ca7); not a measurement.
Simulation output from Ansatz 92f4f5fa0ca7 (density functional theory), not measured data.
Periodic cell of 220 atoms, Si132O88, from a study of silicon, its oxide and their interface. The atomic structure is a simulated model.
Doubt: the cutoff is far below the 930 eV that the study's wrapper takes by default for these files, so forces and energies are approximate.
This geometry differs little from another in the collection (a relaxation step or a small displacement).

Settings
functional: PBE
potential files: Ansatz PAW
basis: plane waves
wave-function cutoff: 580 eV
density cutoff ratio: 5
exchange-correlation grid ratio: 1
k mesh: 1 x 1 x 1, Gamma-centred
self-consistency stop: 5e-08 eV per atom in the density residual
occupations: fixed
spin: none
net charge: 0

Cell vectors (angstrom)
a, 10.938, 0, 0
b, 0, 10.938, 0
c, 0, 0, 32.3723

Atoms: element, x, y, z (angstrom)
Si, -0.2743, 0.4133, 24.9706
Si, 5.7182, -0.2714, 24.8678
Si, 2.4723, 2.9774, 24.8457
Si, 8.4322, 2.648, 24.9787
Si, 0.3557, 5.348, 24.8602
Si, 5.1738, 5.9868, 24.6426
Si, 2.9642, 8.1472, 25.2707
Si, 8.1226, 8.5821, 24.8025
Si, 1.373, 1.4603, 26.2737
Si, 6.8154, 1.4098, 26.1647
Si, 4.1547, 4.1941, 26.0104
Si, 9.6494, 4.2126, 26.2049
Si, 1.3847, 6.8428, 26.3482
Si, 6.8985, 6.9101, 26.0395
Si, 4.2691, 9.6272, 26.4283
Si, 9.583, 9.6849, 26.2554
Si, 2.7323, 0.0334, 27.6046
Si, 8.1581, 0.0487, 27.6068
Si, -0.0177, 2.7841, 27.6286
Si, 5.4322, 2.7815, 27.5084
Si, 2.7845, 5.4288, 27.5892
Si, 8.1848, 5.513, 27.525
Si, -0.0358, 8.235, 27.5995
Si, 5.5728, 8.1462, 27.6341
Si, 4.1018, 1.3673, 28.954
Si, 9.5708, 1.3673, 28.954
Si, 1.3673, 4.1018, 28.954
Si, 6.8362, 4.1018, 28.954
Si, 4.1018, 6.8362, 28.954
Si, 9.5708, 6.8362, 28.954
Si, 1.3673, 9.5708, 28.954
Si, 6.8362, 9.5708, 28.954
Si, 0, 0, 30.3213
Si, 5.469, 0, 30.3213
Si, 2.7345, 2.7345, 30.3213
Si, 8.2035, 2.7345, 30.3213
Si, 0, 5.469, 30.3213
Si, 5.469, 5.469, 30.3213
Si, 2.7345, 8.2035, 30.3213
Si, 8.2035, 8.2035, 30.3213
Si, 1.3673, 1.3673, 31.6885
Si, 6.8362, 1.3673, 31.6885
Si, 4.1018, 4.1018, 31.6885
Si, 9.5708, 4.1018, 31.6885
Si, 1.3673, 6.8362, 31.6885
Si, 6.8362, 6.8362, 31.6885
Si, 4.1018, 9.5708, 31.6885
Si, 9.5708, 9.5708, 31.6885
Si, 2.7345, 0, 0.6835
Si, 8.2035, 0, 0.6835
Si, 0, 2.7345, 0.6835
Si, 5.469, 2.7345, 0.6835
Si, 2.7345, 5.469, 0.6835
Si, 8.2035, 5.469, 0.6835
Si, 0, 8.2035, 0.6835
Si, 5.469, 8.2035, 0.6835
Si, 4.1018, 1.3673, 2.0507
Si, 9.5708, 1.3673, 2.0507
Si, 1.3673, 4.1018, 2.0507
Si, 6.8362, 4.1018, 2.0507
Si, 4.1018, 6.8362, 2.0507
Si, 9.5708, 6.8362, 2.0507
Si, 1.3673, 9.5708, 2.0507
Si, 6.8362, 9.5708, 2.0507
Si, 0, 0, 3.418
Si, 5.469, 0, 3.418
Si, 2.7345, 2.7345, 3.418
Si, 8.2035, 2.7345, 3.418
Si, 0, 5.469, 3.418
Si, 5.469, 5.469, 3.418
Si, 2.7345, 8.2035, 3.418
Si, 8.2035, 8.2035, 3.418
Si, 1.3502, 1.3214, 4.8081
Si, 6.8393, 1.3565, 4.7693
Si, 4.0786, 4.1541, 4.7129
Si, 9.5636, 4.071, 4.8474
Si, 1.3731, 6.8263, 4.7923
Si, 6.8805, 6.7553, 4.7911
Si, 4.1038, 9.5479, 4.8174
Si, 9.5995, 9.5316, 4.7231
Si, 2.5957, -0.1769, 6.2156
Si, 8.2241, -0.0693, 6.0583
Si, -0.0102, 2.6909, 6.227
Si, 5.3626, 2.7125, 6.016
Si, 2.7608, 5.4885, 6.1602
Si, 8.0924, 5.2829, 6.2925
Si, -0.0967, 8.0867, 6.1378
Si, 5.5302, 8.1591, 6.1142
Si, 3.7436, 1.569, 7.2281
Si, 9.7623, 0.9975, 7.4431
Si, 1.6438, 3.8759, 7.463
Si, 6.3696, 4.1159, 7.6231
Si, 4.4002, 6.6159, 7.4604
Si, 9.2744, 6.9254, 7.4849
Si, 0.9648, 9.5814, 7.6044
Si, 7.1609, 9.2701, 7.4039
O, 1.3851, 4.142, 24.3377
O, 6.8963, 9.6139, 24.3084
O, 2.7282, 2.7005, 7.9242
O, 6.625, 10.0411, 8.7539
O, 5.4064, 5.4101, 7.9904
O, -0.0312, -0.0875, 7.9625
O, 3.9331, 7.0709, 24.4731
O, 9.5135, 1.499, 24.4819
O, 1.2132, 8.7665, 9.0388
O, 1.1693, 4.6739, 8.8363
O, 8.9345, 1.3804, 8.8243
O, 7.7105, 8.8443, 12.0745
O, 4.6905, 0.9963, 8.4178
O, 3.9063, 7.4082, 8.8131
O, 6.5557, 3.3191, 9.0695
O, 8.2329, 8.1299, 7.9751
O, 2.9491, 2.1071, 23.5245
O, 4.8401, 0.2067, 23.5586
O, 7.8186, 3.4245, 23.6489
O, 10.8102, 6.1661, 23.5057
O, 9.0288, 8.1395, 23.4729
O, 2.255, 9.2079, 24.2511
O, 5.6161, 5.877, 23.0526
O, 0.2987, 10.8633, 23.5097
Si, 4.1547, 8.264, 10.1689
Si, 12.2709, 8.7592, 10.6855
Si, 2.7324, 5.4356, 13.7676
Si, 3.6547, 0.9023, 22.669
Si, 7.9584, 3.51, 22.0283
Si, 6.1676, -2.5846, 12.2752
Si, 1.4338, 9.8209, 23.008
Si, 4.9745, 7.2787, 14.682
Si, -0.2503, 5.0273, 9.567
Si, -4.4182, 7.5059, 19.1849
Si, 2.4811, 1.1097, 13.5704
Si, 3.6306, 14.0682, 15.3409
Si, 10.1451, 13.585, 20.2394
Si, 5.4307, -0.0168, 9.4147
Si, 8.6165, 9.6711, 13.1732
Si, 1.4061, 12.5772, 18.8275
Si, 0.1152, 0.3718, 11.8912
Si, -1.4967, -3.1434, 19.8597
Si, -0.0075, 9.8037, 18.3994
Si, 5.9261, 5.5098, 21.4948
Si, 8.6138, 0.6725, 18.5866
Si, 9.3402, 2.2987, 10.1141
Si, 4.409, 12.7949, 18.1088
Si, 6.9081, -5.0787, 16.5029
Si, -1.6209, 7.1087, 14.7189
Si, 0.0771, 6.3901, 12.3274
Si, -6.6302, 3.2408, 12.6283
Si, 15.5256, 10.1064, 14.1204
Si, 10.3226, 7.4912, 22.6812
Si, 8.1355, 3.0019, 16.5124
Si, 10.8806, 6.96, 17.3598
Si, 6.9529, 11.4307, 15.1653
Si, 6.1898, 10.2851, 17.9281
Si, 5.4119, 2.681, 20.7698
Si, -0.1879, 3.9338, 17.6487
Si, 6.5112, 2.5546, 10.5251
O, -1.8215, 8.683, 14.3628
O, 7.4938, 4.9881, 21.4752
O, 6.1112, 7.2633, 13.4932
O, -1.2563, 6.3903, 13.2879
O, 11.5715, -2.463, 17.6112
O, 9.515, 14.1534, 21.6248
O, 1.2638, 5.9401, 13.3355
O, 10.5491, 12.5459, 10.9559
O, -5.4134, 3.337, 11.5641
O, -0.0514, 5.2798, 11.1542
O, 15.2187, 2.8296, 16.7971
O, 9.687, 6.9393, 18.482
O, -0.3987, 7.0105, 15.7775
O, 0.791, 13.143, 20.2544
O, 2.5492, 10.7069, 22.1612
O, 5.4581, 6.2866, 15.871
O, 15.8216, 0.3225, 17.79
O, 8.0413, 6.4728, 15.5025
O, 4.3716, 1.5873, 21.3772
O, -5.4336, 7.7175, 10.9259
O, 9.8622, 6.983, 21.2015
O, 9.6451, 3.6842, 16.434
O, 5.3688, 11.4171, 14.7201
O, 5.2538, 9.643, 12.703
O, 5.4609, 2.5335, 19.1467
O, 7.7537, 10.8115, 13.9131
O, 9.8071, 10.4109, 12.3852
O, 1.1486, -0.617, 11.1137
O, -3.3455, 12.9312, 15.3332
O, 13.9338, 12.7287, 18.8741
O, -0.9601, 3.8279, 19.104
O, 0.291, 7.8336, 11.5602
O, -5.1792, 8.772, 18.4275
O, 4.7236, 8.8356, 15.1584
O, 4.3046, 9.8692, 9.9189
O, -1.5607, 1.2419, 19.901
O, 3.5639, 6.7906, 14.0703
O, 7.0815, 4.2427, 16.5937
O, 3.3732, 12.8343, 12.419
O, 0.6165, 8.5492, 22.3754
O, 17.9429, -0.4986, 16.4893
O, 3.3758, 4.5884, 12.5092
O, 0.8439, 2.6425, 17.6326
O, 2.7632, 15.4616, 15.1478
O, -1.3031, -0.3277, 17.7359
O, -2.7979, 2.0097, 17.7932
O, 4.9685, 4.2284, 21.1096
O, 13.5261, 1.9184, 14.9815
O, 1.1147, 10.9724, 18.6027
O, -3.6751, -0.1164, 19.0426
O, 0.9173, 1.0273, 13.1478
O, 9.7523, 3.7147, 9.4377
O, 0.5617, 5.4121, 17.5269
O, -0.6074, 9.1742, 19.7967
O, 7.8525, -2.8293, 19.8992
O, -5.2355, 6.7268, 20.4006
O, 3.0472, 10.5331, 13.8231
O, 6.0571, 0.9794, 10.5349
O, 6.9213, 2.4239, 21.3616
O, 2.7998, 8.1395, 11.0723
O, 9.9718, 6.3109, 8.8577
O, 8.0502, 2.5403, 11.0856
O, 6.9137, 6.4272, 18.0278
O, 4.8242, 14.155, 14.1966

Results
free energy: -133962.215 eV
free energy less fixed offsets of O -568.88, Si -635.61 eV per atom: -0.255 eV

Forces (eV/angstrom), in the order of the atoms: element, x, y, z
Si, -0.1061, 0.1248, -0.1082
Si, 0.0831, -0.0827, -0.09
Si, -0.067, 0.0854, -0.039
Si, 0.0821, -0.0437, -0.1011
Si, 0.0245, -0.1516, -0.1529
Si, -0.0945, 0.0855, -0.0832
Si, 0.1022, -0.0616, -0.1285
Si, -0.0933, 0.0419, -0.1068
Si, -0.0292, 0.0583, 0.0024
Si, 0.038, -0.0161, 0.0101
Si, -0.0298, 0.0518, -0.0059
Si, 0.0341, -0.0271, 0.0549
Si, 0.0556, -0.0044, 0.0205
Si, -0.0334, 0.0444, 0.0293
Si, 0.0325, -0.0072, 0.0063
Si, -0.0378, 0.0638, 0.0044
Si, 0.0357, -0.0064, 0.0249
Si, 0.0073, 0.0083, -0.0318
Si, -0.0201, -0.0007, -0.0419
Si, 0.0002, -0.0035, -0.0116
Si, 0.0083, 0.0008, -0.03
Si, 0.0249, -0.0144, -0.0246
Si, 0.0031, -0.0282, 0.0028
Si, -0.0079, -0.0309, -0.0261
Si, -0.0419, 0.4617, -0.1051
Si, -0.1622, 0.178, 0.161
Si, 0.28, 0.0041, 0.2825
Si, -0.0831, 0.0873, -0.5312
Si, 0.2595, -0.2225, 0.077
Si, -0.3482, 0.1415, -0.0856
Si, -0.0111, 0.0612, -0.0212
Si, 0.3234, -0.0184, 0.4214
Si, 0.0117, 0.0257, 0.0012
Si, 0.0319, -0.0397, -0.0675
Si, 0.0118, 0.023, 0.0358
Si, 0.0966, -0.0451, -0.0198
Si, 0.099, 0.0251, -0.0585
Si, -0.0481, 0.0444, 0.0313
Si, 0.0421, 0.0145, -0.0509
Si, 0.0816, 0.1134, 0.0627
Si, 0.0298, 0.017, -0.018
Si, -0.0531, 0.0103, -0.0255
Si, 0.0021, -0.037, -0.008
Si, -0.0494, 0.0065, -0.0236
Si, -0.0548, 0.0213, -0.0164
Si, 0.0094, 0.0093, -0.018
Si, 0.0009, 0.059, -0.0241
Si, -0.0057, -0.0759, -0.0017
Si, -0.0212, -0.0531, 0.0234
Si, 0.0485, 0.0233, 0.0203
Si, -0.0082, -0.0028, -0.0017
Si, 0.0067, -0.017, 0.0214
Si, 0.0549, 0.0061, 0.028
Si, 0.0495, -0.0049, 0.0203
Si, 0.0548, 0.0191, 0.0343
Si, -0.0419, 0.0001, -0.0048
Si, -0.0135, 0.0103, 0.0138
Si, -0.0319, -0.0255, 0.0143
Si, -0.1172, -0.1308, 0.0149
Si, -0.0413, 0.0067, 0.0011
Si, 0.0423, 0.0389, -0.0042
Si, -0.069, 0.0264, -0.0187
Si, 0.0231, 0.0613, 0.014
Si, -0.1048, -0.0994, 0.0249
Si, 0.0749, 0.0161, -0.3354
Si, -0.1743, -0.0826, 0.0922
Si, -0.1923, -0.217, 0.0101
Si, 0.1378, 0.014, 0.0976
Si, -0.1406, -0.1419, 0.3089
Si, 0.1719, 0.2192, -0.484
Si, 0.0664, -0.0069, 0.1027
Si, 0.0226, -0.4335, -0.1908
Si, 0.0153, 0.0413, 0.0188
Si, -0.0068, 0.0097, 0.0172
Si, -0.0215, -0.0113, 0.0461
Si, 0.0045, 0.0162, 0.037
Si, -0.0042, -0.0065, 0.046
Si, 0.0205, 0.004, 0.0251
Si, -0.0073, 0.0292, 0.0139
Si, -0.0018, -0.019, 0.0326
Si, -0.0271, -0.0101, -0.0185
Si, 0.0335, -0.0418, -0.0096
Si, 0.0175, -0.0338, 0.0068
Si, -0.0256, 0.0473, -0.0309
Si, 0.0121, -0.0694, -0.0027
Si, -0.0549, 0.0006, 0.0094
Si, -0.0223, 0.0412, -0.0359
Si, 0.0237, -0.0584, -0.005
Si, -0.0859, 0.135, 0.1751
Si, 0.0454, -0.082, 0.0708
Si, 0.1025, -0.0604, 0.0086
Si, -0.0355, 0.0434, 0.0789
Si, 0.0555, -0.1065, 0.0637
Si, -0.0704, 0.0847, 0.0715
Si, -0.0621, 0.0022, 0.1124
Si, 0.0994, -0.0665, 0.1092
O, 0.0089, 0.0199, 0.1021
O, 0.0185, 0.0067, 0.11
O, 0.0376, -0.051, -0.1336
O, 0.002, -0.0056, -0.0807
O, -0.0282, 0.0189, -0.0696
O, -0.047, 0.0097, -0.0779
O, -0.0213, 0.0204, 0.1077
O, 0.0143, -0.0313, 0.1014
O, -0.0091, 0.0109, -0.1078
O, -0.0394, 0.0246, -0.0238
O, 0.0255, -0.014, -0.0775
O, -0.0213, -0.0016, -0.0177
O, -0.0296, 0.0019, -0.1034
O, 0.0027, -0.0126, -0.0619
O, -0.0079, 0.0368, -0.0962
O, -0.0148, 0.0034, -0.1183
O, 0.0006, -0.003, 0.0462
O, -0.0056, 0.0001, 0.0675
O, 0.0063, -0.0261, 0.1077
O, -0.0012, 0.0076, 0.0937
O, -0.0223, 0.0006, 0.0699
O, 0.017, -0.0251, 0.0519
O, -0.0046, -0.0095, 0.1265
O, -0.0143, 0.0122, 0.0913
Si, 0.0151, -0.0182, 0.1093
Si, -0.0063, 0.0245, 0.129
Si, -0.0012, -0.0106, -0.0503
Si, 0.0382, 0.017, -0.0797
Si, 0.0016, -0.0038, -0.1184
Si, 0.0171, 0.0118, 0.0375
Si, 0.0111, -0.0119, -0.0553
Si, -0.0079, -0.0175, -0.0503
Si, 0.0188, -0.0036, 0.0843
Si, 0.0307, 0.0019, 0.0019
Si, -0.0341, -0.0048, -0.0263
Si, -0.0042, -0.0177, -0.0344
Si, -0.0277, 0.0012, -0.016
Si, -0.0133, 0.0219, 0.074
Si, 0.0158, -0.0061, -0.005
Si, -0.0248, 0.0121, 0.0012
Si, -0.0169, -0.0079, 0.0635
Si, -0.0067, 0.0114, -0.0222
Si, -0.0275, 0.0357, 0.0049
Si, 0.0273, -0.0651, -0.0582
Si, 0.0179, 0.0033, -0.0063
Si, 0.0272, -0.0022, 0.1489
Si, 0.008, 0.0342, 0.0075
Si, 0.0009, 0.0338, -0.0169
Si, 0.0045, 0.0091, -0.0493
Si, 0.0266, 0.0178, 0.0568
Si, -0.0194, 0.0088, -0.0005
Si, -0.0342, 0.0117, -0.0467
Si, -0.0129, -0.0316, -0.0575
Si, 0.0139, -0.0413, 0.0075
Si, -0.0657, 0.0134, 0.0002
Si, 0.0069, -0.0339, -0.0375
Si, 0.008, 0.0187, -0.0068
Si, 0.027, 0.0305, -0.0433
Si, 0.0027, -0.0273, 0.0244
Si, -0.0109, 0.0203, 0.0915
O, -0.0025, -0.0097, 0.0172
O, -0.0249, 0.0278, 0.0599
O, -0.0168, -0.0055, 0.0054
O, -0.0092, 0.0025, 0.0093
O, 0.0025, -0.017, -0.0062
O, 0.0016, 0.0118, 0.0315
O, 0.012, -0.0067, -0.006
O, -0.0173, 0.0114, -0.0687
O, 0.0064, -0.0215, -0.0336
O, -0.0068, -0.015, -0.0657
O, -0.0018, 0.0047, 0.0034
O, 0.02, -0.001, -0.0066
O, 0.0103, -0.0025, 0.0445
O, 0.0021, -0.0178, -0.0048
O, -0.0023, -0.0021, 0.0482
O, 0.0037, -0.0086, 0.0191
O, 0.0056, -0.0307, 0.0013
O, -0.0101, -0.0117, 0.0164
O, -0.0432, -0.0384, 0.0681
O, -0.0143, 0.0082, -0.0416
O, 0.0006, -0.0008, 0.0587
O, -0.0025, 0.0053, -0.0119
O, 0.0177, 0.0108, 0.0158
O, -0.0035, -0.0098, -0.0045
O, -0.0068, -0.006, 0.0063
O, -0.0076, 0.0103, 0.0207
O, -0.01, -0.0025, -0.0136
O, 0.0117, -0.0139, -0.0499
O, 0.0012, 0.0196, 0.0207
O, -0.0115, -0.0079, 0.0144
O, -0.003, 0.0084, -0.0071
O, -0.0102, 0.0093, -0.0525
O, -0.0123, 0.003, 0.007
O, -0.0018, -0.0082, 0.0327
O, 0.0069, 0.0296, -0.0591
O, -0.017, -0.0132, -0.0111
O, 0.005, -0.0004, 0.0172
O, 0.0019, -0.0027, 0.005
O, 0.0079, -0.0021, -0.0026
O, 0.0086, 0.0121, 0.0252
O, 0.0031, -0.0148, 0.0197
O, -0.007, 0.0077, 0.0146
O, -0.0098, 0.0211, -0.0134
O, 0.0014, -0.0144, 0.0416
O, 0.0131, -0.0077, 0.0017
O, -0.0039, 0.0139, 0.0058
O, -0.0098, 0.0125, 0.0337
O, 0.0059, 0.018, 0.0307
O, -0.0062, -0.0104, 0.0031
O, -0.0112, -0.0056, 0.0071
O, 0.0035, 0.0003, -0.0036
O, -0.0181, 0.0061, -0.0743
O, 0.0081, -0.001, -0.005
O, 0.0176, -0.0017, -0.0018
O, -0.0055, -0.0081, 0.012
O, -0.0101, 0.0228, 0.0096
O, 0.0322, -0.0028, 0.0209
O, -0.0119, -0.015, -0.0576
O, -0.0067, 0.0002, 0.0369
O, 0.0101, -0.0121, -0.0531
O, 0.0067, -0.0225, -0.0647
O, 0.0112, -0.0027, -0.0593
O, -0.0051, -0.0039, 0.0024
O, -0.0064, -0.0018, 0.0137

The program warned: the cutoff lies below the one the program advises for these potential files; the exchange-correlation potential is rough where the density is thin.
